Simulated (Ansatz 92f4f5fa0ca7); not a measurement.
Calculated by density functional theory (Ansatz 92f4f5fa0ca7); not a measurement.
Periodic cell of 237 atoms, Si147O90, from a study of silicon, its oxide and their interface. The atomic structure is a simulated model.
Doubt: the cutoff is low for norm-conserving oxygen, so forces and energies are approximate.
Doubt: the program's own warning below bears on the result.
This geometry differs little from another in the collection (a relaxation step or a small displacement).

Settings: functional HSE06; potential files SPMS norm-conserving; basis plane waves; wave-function cutoff 800 eV; density cutoff ratio 4; exchange-correlation grid ratio 1; k mesh 1 x 1 x 1, Gamma-centred; occupations fixed; spin none; net charge 0.

Cell vectors (angstrom)
a  11.6015  0  0
b  0  10.938  0
c  0  0  32.0622

Atoms: element, x, y, z (angstrom)
Si  -0.1979  -0.0582  23.2751
Si  3.6688  0.2049  23.1126
Si  7.5533  -0.1286  23.4434
Si  1.6859  1.38  23.4153
Si  5.7327  1.4094  23.1962
Si  9.4416  1.2384  23.3644
Si  0.163  5.3197  23.4648
Si  4.1214  5.3067  23.3932
Si  8.0337  5.6131  23.545
Si  2.1573  6.5949  23.3788
Si  5.9688  6.7769  23.4771
Si  10.0105  6.8747  23.5935
Si  1.9025  2.6713  25.3795
Si  5.8232  2.6612  25.2623
Si  9.6316  2.6973  25.2659
Si  11.5993  4.0136  25.3898
Si  3.8883  3.9833  25.3206
Si  7.7378  4.0943  25.3386
Si  1.9707  8.1609  25.2056
Si  5.7734  8.1794  25.3591
Si  9.709  8.2778  25.4195
Si  11.6372  9.5734  25.2687
Si  3.8633  9.5984  25.0893
Si  7.6876  9.5312  25.4029
Si  11.6465  -0.0022  27.2156
Si  3.9008  -0.0527  27.1503
Si  7.7561  0.0106  27.2677
Si  1.9843  1.3159  27.2761
Si  5.8203  1.3405  27.2231
Si  9.6968  1.3497  27.2162
Si  11.5937  5.479  27.2392
Si  3.8424  5.4348  27.2131
Si  7.7093  5.474  27.2505
Si  1.9353  6.8441  27.1977
Si  5.7559  6.8085  27.2634
Si  9.6551  6.8194  27.262
Si  1.9336  2.7345  29.1629
Si  5.8008  2.7345  29.1629
Si  9.6679  2.7345  29.1629
Si  0  4.1018  29.1629
Si  3.8672  4.1018  29.1629
Si  7.7343  4.1018  29.1629
Si  1.9336  8.2035  29.1629
Si  5.8008  8.2035  29.1629
Si  9.6679  8.2035  29.1629
Si  0  9.5708  29.1629
Si  3.8672  9.5708  29.1629
Si  7.7343  9.5708  29.1629
Si  0  0  31.0965
Si  3.8672  0  31.0965
Si  7.7343  0  31.0965
Si  1.9336  1.3673  31.0965
Si  5.8008  1.3673  31.0965
Si  9.6679  1.3673  31.0965
Si  0  5.469  31.0965
Si  3.8672  5.469  31.0965
Si  7.7343  5.469  31.0965
Si  1.9336  6.8362  31.0965
Si  5.8008  6.8362  31.0965
Si  9.6679  6.8362  31.0965
Si  1.9336  2.7345  0.9679
Si  5.8008  2.7345  0.9679
Si  9.6679  2.7345  0.9679
Si  0  4.1018  0.9679
Si  3.8672  4.1018  0.9679
Si  7.7343  4.1018  0.9679
Si  1.9336  8.2035  0.9679
Si  5.8008  8.2035  0.9679
Si  9.6679  8.2035  0.9679
Si  0  9.5708  0.9679
Si  3.8672  9.5708  0.9679
Si  7.7343  9.5708  0.9679
Si  11.607  0.023  2.9074
Si  3.8543  0.0113  2.9168
Si  7.7454  0.0092  2.8952
Si  1.9329  1.3925  2.9174
Si  5.8141  1.348  2.8588
Si  9.6605  1.3797  2.9162
Si  11.5654  5.4976  2.873
Si  3.8765  5.484  2.9054
Si  7.7414  5.5014  2.902
Si  1.9147  6.8122  2.8743
Si  5.8112  6.8453  2.889
Si  9.6595  6.8957  2.9481
Si  1.9117  2.8246  4.8168
Si  5.8397  2.7211  4.7547
Si  9.5988  2.7888  4.831
Si  11.5406  4.1276  4.7817
Si  3.9181  4.0892  4.8193
Si  7.7206  4.2013  4.8742
Si  1.8859  8.1448  4.8077
Si  5.8091  8.2523  4.7837
Si  9.6621  8.313  4.8956
Si  11.6306  9.6502  4.8791
Si  3.8182  9.4776  4.7893
Si  7.724  9.6682  4.8832
Si  11.5966  0.2258  6.7721
Si  3.7558  -0.0588  6.6523
Si  7.7142  0.0475  6.9076
Si  2.0486  1.4982  6.7546
Si  5.7154  1.2707  6.6264
Si  9.6448  1.5156  6.8306
Si  11.5258  5.4926  6.6999
Si  3.9821  5.4245  6.786
Si  7.7368  5.6648  6.8203
Si  1.9755  6.6374  6.6535
Si  5.8112  6.9718  6.7444
Si  9.7537  7.0346  6.9035
O  9.9939  7.9729  8.2867
O  7.6584  9.9282  8.218
O  7.402  4.7282  8.1577
O  3.3803  10.3445  8.2032
O  2.0459  7.5439  8.0285
O  4.0066  4.5732  8.237
O  9.778  2.4477  8.2144
O  2.6165  2.3324  8.1141
O  11.3806  4.5706  8.0704
O  5.3603  2.3495  7.8313
O  5.8199  7.9743  8.0832
O  11.3219  10.3037  8.1497
O  11.2658  10.0822  21.8051
O  3.2364  10.7141  21.5352
O  5.7859  7.7784  22.1581
O  4.2235  4.4575  21.9465
O  7.6832  9.6953  22.1844
O  10.3244  7.6643  22.1694
O  1.6171  2.3962  22.1052
O  5.9408  2.4466  21.8923
O  8.4441  4.7143  22.2078
O  -0.0579  4.4505  22.0464
O  2.3176  7.3877  21.9377
O  9.1288  1.8935  21.8695
Si  1.9147  7.78  9.6083
Si  5.0336  0.5779  17.687
Si  2.4961  5.4211  14.0176
Si  10.569  3.8601  14.0538
Si  8.2803  2.387  15.2596
Si  9.546  2.2519  20.3424
Si  10.5016  3.6465  9.0733
Si  0.031  2.3133  11.5653
Si  11.0262  8.1344  15.3863
Si  5.1668  6.932  13.9896
Si  5.7517  2.6155  11.1162
Si  8.579  7.674  19.3832
Si  8.1158  4.8522  20.6242
Si  5.9182  9.5923  15.2006
Si  2.1099  7.6456  20.3498
Si  1.9305  4.8981  18.7926
Si  4.4988  3.4429  18.0199
Si  8.51  8.9337  16.8134
Si  0.83  9.4808  13.2912
Si  9.9097  10.6484  11.7151
Si  5.3504  3.7094  21.0201
Si  0.5951  5.5238  16.2579
Si  10.7807  9.143  9.1392
Si  6.571  8.9041  21.2846
Si  7.1174  7.1024  11.4825
Si  2.6747  0.7377  12.207
Si  10.8894  8.6842  21.0375
Si  6.035  4.3212  15.6318
Si  7.0885  0.4884  12.9732
Si  4.0589  2.9703  8.5934
Si  0.8816  6.7371  11.8952
Si  6.5709  9.0414  9.0737
Si  0.669  3.2908  21.1431
Si  9.8046  6.5046  12.8872
Si  7.7104  4.534  9.7426
Si  3.9883  10.0748  20.2227
Si  4.2643  3.0359  13.5271
Si  3.8551  10.0114  9.7334
Si  8.0583  0.7831  18.0338
O  11.5062  3.2191  12.9007
O  9.333  4.4687  9.8756
O  8.8037  3.6108  19.8575
O  4.039  -0.0628  18.8119
O  11.3406  4.5331  15.3097
O  9.8569  9.7926  10.3182
O  3.7631  1.5367  13.1281
O  0.6511  9.0631  14.8565
O  6.4745  0.9654  18.3746
O  4.7653  3.1673  19.6093
O  6.2562  1.1845  11.7448
O  0.5356  8.6134  9.86
O  5.6461  4.3092  17.2255
O  8.4477  7.1894  12.3864
O  4.4063  2.6366  10.1578
O  2.0786  5.6472  15.5733
O  3.3782  0.0703  10.9077
O  5.8947  7.2116  12.5513
O  2.2986  6.3555  19.396
O  0.6637  4.9483  17.7738
O  8.4149  10.6895  12.3639
O  5.4734  10.0639  9.6953
O  0.5993  8.213  20.1985
O  9.7706  2.6105  14.6949
O  1.9997  10.5902  13.2065
O  9.947  9.1008  16.0938
O  6.1483  10.3581  13.7745
O  7.4751  1.59  14.1023
O  1.6442  3.9203  20.0349
O  5.895  5.7855  14.9182
O  7.3407  8.9618  15.6976
O  1.5091  1.6723  11.5973
O  7.1953  8.284  10.3656
O  4.3219  1.9892  17.2903
O  7.0295  3.1638  10.2783
O  11.5518  7.0077  16.4227
O  8.3046  10.1478  17.8388
O  3.2571  8.5439  10.1058
O  7.5813  3.8363  15.5098
O  3.1503  4.3175  17.911
O  2.9106  3.8954  13.695
O  1.3321  8.2002  12.4393
O  1.2125  5.6794  13.0678
O  4.9868  8.3019  14.8597
O  11.1662  2.4007  20.3379
O  10.9805  9.9864  12.7455
O  5.2947  3.5711  12.3666
O  5.0854  3.1929  14.9177
O  6.4863  4.8024  20.5647
O  8.3954  1.5726  16.6567
O  10.4123  1.2359  11.4534
O  10.8788  6.6029  11.6574
O  3.2583  8.6778  19.8619
O  1.723  6.4359  10.5249
O  7.1674  8.2077  19.9643
O  8.4966  7.5942  17.7535
O  3.6772  6.435  13.6074
O  9.5771  4.9604  13.3561
O  5.5201  9.9974  20.7479
O  10.3327  7.3715  14.14
O  8.7714  6.1703  19.957
O  7.0684  5.7105  10.6501
O  5.2567  10.5455  16.3718
O  9.0436  1.1556  19.2655
O  11.5653  3.164  10.1879
O  9.7392  8.7079  19.886

Results
free energy: -56968.912 eV
free energy less fixed offsets of O -447.96, Si -113.29 eV per atom: 1.118 eV
gap between the highest filled and lowest empty level on this k mesh: 1.491 eV

The program warned: the cutoff lies below the one the program advises for these potential files; the model core charge is not resolved on the grid; the forces do not sum to zero within the program's tolerance; the exchange-correlation potential is rough where the density is thin.
